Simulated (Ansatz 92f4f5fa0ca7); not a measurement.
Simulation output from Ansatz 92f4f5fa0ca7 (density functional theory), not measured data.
Periodic cell of 216 atoms, Si132O76H8, from a study of silicon, its oxide and their interface. The atomic structure is a simulated model.
Doubt: the cutoff is far below the 930 eV that the study's wrapper takes by default for these files, so forces and energies are approximate.
This geometry differs little from another in the collection (a relaxation step or a small displacement).

Settings
functional: PBE
potential files: Ansatz PAW
basis: plane waves
wave-function cutoff: 580 eV
density cutoff ratio: 5
exchange-correlation grid ratio: 1
k mesh: 1 x 1 x 1, Gamma-centred
self-consistency stop: 5e-08 eV per atom in the density residual
occupations: fixed
spin: none
net charge: 0

Cell vectors (angstrom)
a	10.938	0	0
b	0	10.938	0
c	0	0	31.302

Atoms: element, x, y, z (angstrom)
Si	10.5903	0.3795	23.8501
Si	5.9836	10.4385	23.971
Si	2.2139	3.2768	23.9343
Si	8.6993	2.1805	23.8672
Si	0.4512	5.0969	23.8265
Si	4.9546	5.9912	23.9453
Si	3.2446	7.7113	23.9482
Si	7.6866	8.7204	23.9562
Si	1.3157	1.4498	25.1511
Si	6.9296	1.2965	25.1718
Si	4.0411	4.1692	25.1452
Si	9.6164	4.0508	25.0465
Si	1.426	6.7939	25.1488
Si	6.7713	6.8992	25.1505
Si	4.1599	9.5243	25.1559
Si	9.5361	9.6137	25.1264
Si	2.735	0.0101	26.4547
Si	8.2341	-0.0176	26.593
Si	-0.0257	2.7589	26.5651
Si	5.4772	2.7337	26.4466
Si	2.7281	5.4694	26.5904
Si	8.2021	5.4607	26.429
Si	0.0037	8.2016	26.453
Si	5.4642	8.2082	26.5912
Si	4.1018	1.3673	27.8837
Si	9.5708	1.3673	27.8837
Si	1.3673	4.1018	27.8837
Si	6.8362	4.1018	27.8837
Si	4.1018	6.8362	27.8837
Si	9.5708	6.8362	27.8837
Si	1.3673	9.5708	27.8837
Si	6.8362	9.5708	27.8837
Si	0	0	29.251
Si	5.469	0	29.251
Si	2.7345	2.7345	29.251
Si	8.2035	2.7345	29.251
Si	0	5.469	29.251
Si	5.469	5.469	29.251
Si	2.7345	8.2035	29.251
Si	8.2035	8.2035	29.251
Si	1.3673	1.3673	30.6182
Si	6.8362	1.3673	30.6182
Si	4.1018	4.1018	30.6182
Si	9.5708	4.1018	30.6182
Si	1.3673	6.8362	30.6182
Si	6.8362	6.8362	30.6182
Si	4.1018	9.5708	30.6182
Si	9.5708	9.5708	30.6182
Si	2.7345	0	0.6835
Si	8.2035	0	0.6835
Si	0	2.7345	0.6835
Si	5.469	2.7345	0.6835
Si	2.7345	5.469	0.6835
Si	8.2035	5.469	0.6835
Si	0	8.2035	0.6835
Si	5.469	8.2035	0.6835
Si	4.1018	1.3673	2.0507
Si	9.5708	1.3673	2.0507
Si	1.3673	4.1018	2.0507
Si	6.8362	4.1018	2.0507
Si	4.1018	6.8362	2.0507
Si	9.5708	6.8362	2.0507
Si	1.3673	9.5708	2.0507
Si	6.8362	9.5708	2.0507
Si	0	0	3.418
Si	5.469	0	3.418
Si	2.7345	2.7345	3.418
Si	8.2035	2.7345	3.418
Si	0	5.469	3.418
Si	5.469	5.469	3.418
Si	2.7345	8.2035	3.418
Si	8.2035	8.2035	3.418
Si	1.4005	1.4341	4.8092
Si	6.8838	1.3875	4.7763
Si	4.0562	4.05	4.8026
Si	9.5596	4.0658	4.7897
Si	1.4108	6.8484	4.7873
Si	6.8459	6.8865	4.7826
Si	4.0583	9.5325	4.7968
Si	9.5229	9.5473	4.7622
Si	2.7365	0.0145	6.175
Si	8.2007	-0.0104	6.1689
Si	-0.0056	2.7675	6.2445
Si	5.4835	2.6954	6.1603
Si	2.6874	5.4311	6.2218
Si	8.2052	5.4789	6.1283
Si	0.0249	8.2456	6.1043
Si	5.4392	8.1906	6.2128
Si	4.602	0.8601	7.403
Si	10.0524	0.865	7.3992
Si	0.8153	4.6223	7.5921
Si	6.4188	4.5143	7.3694
Si	4.6187	6.2316	7.3597
Si	9.8958	6.5899	7.3885
Si	0.8702	10.0818	7.3768
Si	6.3423	10.0616	7.4033
H	9.6955	1.1591	8.8252
H	1.2025	9.7103	8.7925
H	4.2668	1.2152	8.8245
H	6.6912	9.7405	8.8266
O	9.1205	7.5467	8.5835
O	1.2933	4.0916	9.1226
O	4.2253	6.2898	8.9749
O	6.8338	4.1121	8.9536
H	2.8904	8.0698	22.5344
H	5.3108	5.6356	22.5318
H	5.6249	10.8069	22.5654
H	8.0191	8.3679	22.5387
O	10.9585	5.7878	22.3419
O	2.7799	2.728	22.4695
O	7.9434	2.6097	22.4334
O	0.4257	10.6191	22.5035
Si	8.252	7.356	19.3096
Si	4.7795	8.2036	13.888
Si	4.4185	3.5339	15.0384
Si	4.5918	6.4455	10.5373
Si	1.1091	6.223	14.392
Si	2.9706	8.5805	11.6782
Si	3.0724	4.521	12.5906
Si	8.092	3.2536	20.9576
Si	5.0851	10.3093	16.0917
Si	9.8224	4.029	14.7456
Si	0.8341	4.0255	10.6917
Si	8.8074	7.3219	10.1681
Si	1.4454	4.6212	18.9743
Si	7.7917	0.2828	15.6881
Si	1.5624	10.5659	13.4107
Si	2.573	1.3078	15.5481
Si	9.1922	0.8465	19.2216
Si	7.4834	8.4131	12.5312
Si	5.2417	6.3081	15.9042
Si	9.3134	11.0267	13.0703
Si	9.2062	2.8178	11.8389
Si	10.1864	5.6774	20.9051
Si	2.6061	9.2888	18.9834
Si	11.0562	2.3473	17.085
Si	8.0674	6.4571	14.9376
Si	7.2694	4.7581	10.39
Si	1.3544	8.7464	16.0574
Si	4.6302	0.794	19.3115
Si	2.6178	2.3987	20.9023
Si	3.8506	6.5519	18.5516
Si	6.4118	4.8463	19.1192
Si	0.6625	10.8164	20.8926
Si	9.3359	8.5864	16.6251
Si	6.2757	2.4323	17.058
Si	0.4411	7.0579	11.6153
Si	6.7029	9.9199	18.9179
O	9.2178	6.9856	20.5979
O	4.9647	5.5935	19.2981
O	8.377	2.0802	19.8774
O	8.939	1.2024	11.9301
O	2.523	5.6362	18.2924
O	7.6226	1.524	16.7712
O	7.8238	7.0677	13.4255
O	9.3299	4.2987	20.9546
O	1.4844	1.2628	20.6319
O	2.0394	3.5519	11.7264
O	10.4459	3.0679	10.7893
O	1.732	9.6037	14.726
O	4.5219	7.0649	17.15
O	5.9524	8.8288	12.9427
O	7.5673	5.9583	18.8548
O	3.3433	8.0774	13.1702
O	8.8256	0.7061	14.5098
O	10.099	10.9882	20.3032
O	0.0827	5.0953	14.9039
O	0.3015	5.5591	19.6639
O	7.7953	3.547	11.3779
O	10.9207	10.7307	13.0325
O	6.5573	3.8372	17.8311
O	4.6043	8.998	15.281
O	1.5252	7.1665	15.6546
O	5.7721	9.8488	17.5329
O	8.4929	9.6427	12.849
O	4.5765	4.8479	15.9621
O	5.0338	6.6752	14.3298
O	1.4256	9.5681	20.1137
O	10.1637	1.4091	18.057
O	3.4486	10.6815	18.9388
O	7.0446	8.4525	19.5713
O	9.261	7.3553	15.566
O	8.1231	10.6767	18.7139
O	3.6023	5.5754	11.4797
O	10.0865	7.8189	11.0331
O	6.2652	10.9556	15.1627
O	4.2725	3.7216	13.4027
O	2.4072	10.102	12.0469
O	1.2436	1.3063	16.4943
O	4.0708	1.8766	20.3766
O	2.1877	9.0301	17.4238
O	8.2806	9.7644	16.2546
O	7.5711	8.1206	10.9053
O	3.4449	7.919	19.397
O	6.7181	4.0223	20.5017
O	6.0534	5.758	10.8879
O	0.3967	5.5145	11.1688
O	9.1677	7.9747	18.1199
O	2.1941	3.757	20.1281
O	0.7955	3.6082	17.8733
O	10.0809	2.9287	15.9103
O	5.8282	10.8244	19.9674
O	5.7106	2.6622	15.5272
O	10.8005	9.2225	16.468
O	6.8508	6.5461	16.0339
O	2.3412	5.3787	13.7627
O	3.0626	2.8492	15.5931
O	0.4333	7.1747	13.2391
O	8.5843	5.7131	10.2803
O	5.2126	1.6207	18.0146
O	3.7534	0.3227	16.1139
O	2.2086	1.0226	13.9675
O	1.7346	7.8002	10.9784
O	8.4281	4.8711	14.8801
O	9.76	3.3265	13.2857
O	4.2944	8.079	10.8049

Results
free energy: -127262.886 eV
free energy less fixed offsets of H -15.97, O -568.88, Si -635.61 eV per atom: 0.274 eV

Forces (eV/angstrom), in the order of the atoms: element, x, y, z
Si	0.002	-0.0322	-0.0966
Si	-0.0107	0.0114	-0.0433
Si	0.0233	0.0508	-0.1456
Si	0.0014	-0.0475	-0.1207
Si	-0.0144	-0.0308	-0.0832
Si	-0.01	0.0032	-0.0439
Si	0.0198	0.0124	-0.0502
Si	-0.0142	-0.0234	-0.0672
Si	-0.019	-0.0872	0.0804
Si	-0.0435	0.0429	0.0448
Si	0.0419	-0.0397	0.0525
Si	-0.0126	0.0913	0.0856
Si	-0.039	0.0049	0.0317
Si	0.0341	-0.0203	0.0403
Si	-0.0359	0.0241	0.0222
Si	0.0731	0.0281	0.0474
Si	-0.0087	0.0155	-0.0286
Si	0.0304	0.0253	0.0126
Si	0.0014	0.0097	-0.0563
Si	-0.0129	0.0057	-0.0166
Si	-0.0258	-0.0349	0.004
Si	0.0225	-0.0205	-0.0335
Si	-0.0243	0.0047	-0.0128
Si	-0.0006	-0.018	0.0611
Si	0.0543	0.0289	-0.4972
Si	0.0362	0.1194	0.5398
Si	-0.1077	-0.0283	0.4985
Si	0.031	0.01	-0.5462
Si	-0.0455	0.0107	0.5644
Si	-0.0141	-0.0784	-0.5843
Si	0.0034	0.041	-0.4995
Si	0.0831	-0.035	0.5448
Si	0.0138	0.0912	0.0163
Si	0.0685	-0.0071	0.0167
Si	-0.0532	0.0163	-0.0009
Si	0.0374	-0.0605	0.0092
Si	0.0284	-0.0439	0.0293
Si	-0.0425	0.0413	0.0116
Si	0.0482	-0.0449	0.0104
Si	-0.0793	0.0274	0.0084
Si	0.0643	-0.04	0.0049
Si	-0.0237	0.0687	-0.0001
Si	0.0218	-0.0436	-0.0064
Si	-0.0629	0.0238	-0.0042
Si	-0.0183	0.0657	-0.0037
Si	0.0685	-0.0216	-0.0011
Si	-0.0699	0.0059	-0.0068
Si	0.0126	-0.0653	-0.0112
Si	0.0251	0.0074	0.031
Si	-0.0125	0.005	-0.0012
Si	-0.0027	0.0016	-0.0031
Si	-0.0058	-0.0132	0.0334
Si	-0.0012	0.0005	-0.0053
Si	-0.0057	0.0086	0.0257
Si	-0.0088	0.0121	0.0328
Si	0.0128	-0.004	-0.0081
Si	-0.0528	0.0074	0.0122
Si	0.0059	0.0462	-0.0209
Si	0.0446	-0.0016	-0.0158
Si	0.0354	-0.0326	0.021
Si	-0.0352	0.0244	-0.0169
Si	-0.0527	0.0097	0.0137
Si	0.0386	-0.0391	0.0266
Si	0.0116	-0.0459	-0.0178
Si	0.0164	0.2048	0.4158
Si	-0.0143	-0.0896	0.3672
Si	-0.016	-0.0201	-0.4972
Si	0.0951	0.0473	-0.4124
Si	0.0497	-0.0282	0.2778
Si	-0.1532	-0.0112	0.4236
Si	0.0299	-0.0967	-0.4144
Si	-0.1028	-0.0417	-0.552
Si	-0.0377	-0.0126	0.0812
Si	0.0263	0.0029	0.0213
Si	0.0269	0.0631	0.089
Si	-0.0333	0.0047	0.0623
Si	0.0214	0.037	0.0226
Si	-0.0428	-0.0429	0.1032
Si	-0.012	-0.0354	0.0509
Si	0.0186	0.0285	0.0625
Si	-0.0098	0.0057	-0.0192
Si	0.0006	-0.0048	-0.0109
Si	0.0441	0.0141	-0.0357
Si	-0.0048	0.0099	-0.0131
Si	-0.0435	-0.0563	-0.0042
Si	0.0653	0.0101	-0.0229
Si	0.0127	-0.0153	-0.0299
Si	0.0112	0.0361	-0.043
Si	0.0036	-0.0046	0.0102
Si	0.0071	-0.018	-0.0306
Si	0.0535	-0.0035	0.008
Si	-0.0024	0.0597	0.0493
Si	0.0214	-0.079	0.0894
Si	-0.1255	0.002	0.0472
Si	0.0015	0.0112	-0.0062
Si	-0.0002	-0.0192	0.0115
H	0.0025	-0.0099	-0.0019
H	-0.0085	-0.0031	0.0026
H	0.0005	0.0002	-0.0147
H	-0.011	0.0125	-0.0172
O	0.0196	0.019	0.0091
O	-0.0184	0.0117	-0.0089
O	0.0483	-0.004	-0.0444
O	-0.0334	0.0173	-0.0022
H	-0.0066	-0.0128	0.0057
H	-0.0091	0.0003	0.0015
H	0.0084	-0.0018	-0.0121
H	0.0094	0.0054	0.0054
O	0.0208	-0.0111	0.0297
O	-0.0296	0.0443	0.0574
O	0.0379	-0.0241	0.0457
O	-0.0077	0.0084	-0.0116
Si	0.0031	-0.0013	-0.0031
Si	0.0096	-0.003	0.0043
Si	-0.0058	0.0025	0.0043
Si	0.0127	-0.0214	-0.0737
Si	-0.0049	0.0061	0.0138
Si	-0.0091	-0.0199	0.0082
Si	-0.0005	0.0007	0.0032
Si	0.028	0.0135	0.0333
Si	0.0012	0.0079	0.0069
Si	0.0056	0.0029	0.0103
Si	-0.0113	0.014	-0.0319
Si	0.0085	-0.0359	-0.0581
Si	0.0091	-0.0067	0.0006
Si	-0.0023	-0.0048	0.0115
Si	-0.0063	0.0126	0.0082
Si	0.0117	0.0005	0.0184
Si	0.0177	-0.0163	0.0212
Si	0.0049	-0.0024	0.0026
Si	0.0021	0.0023	0.0057
Si	-0.005	-0.0078	0.016
Si	-0.0002	0.0054	-0.0021
Si	0.0154	-0.0175	0.0391
Si	-0.0035	0.0025	0.0157
Si	0.0088	0.0118	0.0003
Si	-0.0002	0.0028	0.0135
Si	0.0132	0.0283	-0.0532
Si	-0.0212	0.0143	0.02
Si	-0.0006	-0.0087	0.0115
Si	-0.0255	-0.0014	0.0228
Si	0.0016	-0.0121	0.007
Si	0.0063	0.0122	-0.0092
Si	-0.0274	0.013	0.0435
Si	0.0322	0.0013	0.0251
Si	-0.0153	0.0078	0.011
Si	-0.0025	-0.0136	-0.022
Si	0.0093	-0.0053	0.0087
O	-0.0082	0.0116	-0.022
O	0.0025	-0.003	-0.0073
O	-0.0086	0.0127	-0.0065
O	0.0004	0.004	-0.003
O	0.0002	0.0019	-0.001
O	0.0055	-0.0061	-0.008
O	-0.0041	0.0012	-0.011
O	-0.0213	-0.0111	-0.0125
O	0.01	0.0183	-0.0031
O	0.0129	-0.0022	0.0153
O	-0.0004	-0.0024	0.019
O	0.0002	-0.0151	0.0184
O	0.0035	-0.01	0.0013
O	0.0019	0	-0.0055
O	-0.0078	-0.0048	0.0004
O	0.0035	0.0095	-0.0087
O	-0.0064	-0.0029	0.0034
O	0.0275	-0.0124	-0.0028
O	0.0062	-0.0021	-0.0052
O	-0.0135	0.0017	0.0004
O	0.0016	-0.0081	0.012
O	0.0045	-0.0004	-0.0056
O	0.0033	0.0077	0.0091
O	0.0014	-0.0015	-0.0093
O	0.0003	-0.0006	-0.0112
O	0.0076	-0.0034	-0.003
O	0.0047	-0.002	-0.0049
O	0.0003	-0.0075	-0.0087
O	0.007	-0.0015	0.0083
O	0.0003	-0.0026	-0.0252
O	-0.0083	-0.0022	0.0015
O	-0.0076	-0.0144	-0.0135
O	0.0037	0.01	-0.0136
O	0.0005	0.0076	0.0041
O	-0.0083	-0.0017	-0.0191
O	-0.0043	-0.0077	0.0057
O	0.0108	0.0115	0.0221
O	0.0016	0.0034	-0.002
O	-0.0014	-0.0004	-0.0093
O	0.0007	-0.0014	0.0007
O	-0.0011	0.0002	-0.001
O	0.0036	0.0095	-0.0047
O	-0.0267	0.0072	-0.0088
O	0.0167	-0.0116	0.0074
O	-0.0015	0.0055	0.02
O	-0.0064	0.0026	-0.0044
O	0.0045	-0.0103	-0.0088
O	0.0005	0.001	0.0089
O	-0.0062	0.0055	0.0232
O	-0.0016	0.0045	-0.0258
O	0.0108	-0.0182	-0.0109
O	0.0004	0.0068	0.0075
O	0.0002	-0.001	-0.0069
O	0.0055	0.0068	-0.0073
O	0.0029	0.0076	0.0033
O	-0.0026	-0.0249	-0.008
O	-0.0048	0.0033	-0.0082
O	0.0032	-0.0082	-0.008
O	0.0063	-0.0041	-0.0054
O	-0.001	0.0013	-0.0091
O	-0.031	-0.0102	0.0132
O	-0.0006	-0.0009	-0.0089
O	-0.0078	-0.0004	-0.0058
O	-0.0024	-0.0054	-0.0116
O	0.0116	0.0079	0.0114
O	-0.0011	0.0004	-0.006
O	-0.0028	0.0022	-0.0161
O	-0.0075	0.008	0.016

The program warned: the cutoff lies below the one the program advises for these potential files; the exchange-correlation potential is rough where the density is thin.
